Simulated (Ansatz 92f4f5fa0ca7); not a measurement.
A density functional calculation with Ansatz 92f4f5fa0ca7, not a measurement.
Periodic cell of 223 atoms, Si133O90, from a study of silicon, its oxide and their interface. The atomic structure is a simulated model.
Doubt: the cutoff is far below the 930 eV that the study's wrapper takes by default for these files, so forces and energies are approximate.

Settings: functional PBE; potential files Ansatz PAW; basis plane waves; wave-function cutoff 580 eV; density cutoff ratio 5; exchange-correlation grid ratio 1; k mesh 1 x 1 x 1, Gamma-centred; self-consistency stop 5e-08 eV per atom in the density residual; occupations fixed; spin none; net charge 0.

Cell vectors (angstrom)
a, 10.938, 0, 0
b, 0, 10.938, 0
c, 0, 0, 32.3609

Atoms: element, x, y, z (angstrom)
Si, 0.3375, -0.296, 24.7587
Si, 5.2946, 0.2852, 25.0744
Si, 3.0766, 2.4745, 25.0279
Si, 7.947, 2.922, 25.0227
Si, -0.1968, 5.6573, 24.7916
Si, 5.7545, 5.1694, 24.9092
Si, 2.6259, 8.3956, 24.6596
Si, 8.495, 7.9028, 24.8305
Si, 1.4054, 1.2933, 26.1789
Si, 6.8355, 1.4047, 26.4067
Si, 4.1766, 4.0872, 26.3027
Si, 9.6082, 4.1052, 26.1903
Si, 1.424, 6.8384, 26.0715
Si, 6.8973, 6.7972, 26.1834
Si, 4.1049, 9.5257, 26.1644
Si, 9.646, 9.5315, 26.1203
Si, 2.7542, -0.0472, 27.584
Si, 8.2677, -0.0534, 27.5637
Si, 0.0281, 2.7, 27.5376
Si, 5.4734, 2.7488, 27.7014
Si, 2.7336, 5.4824, 27.5442
Si, 8.2338, 5.446, 27.5934
Si, 0.0483, 8.1746, 27.5384
Si, 5.4952, 8.1737, 27.5358
Si, 4.1018, 1.3673, 28.9427
Si, 9.5708, 1.3673, 28.9427
Si, 1.3673, 4.1018, 28.9427
Si, 6.8362, 4.1018, 28.9427
Si, 4.1018, 6.8362, 28.9427
Si, 9.5708, 6.8362, 28.9427
Si, 1.3673, 9.5708, 28.9427
Si, 6.8362, 9.5708, 28.9427
Si, 0, 0, 30.3099
Si, 5.469, 0, 30.3099
Si, 2.7345, 2.7345, 30.3099
Si, 8.2035, 2.7345, 30.3099
Si, 0, 5.469, 30.3099
Si, 5.469, 5.469, 30.3099
Si, 2.7345, 8.2035, 30.3099
Si, 8.2035, 8.2035, 30.3099
Si, 1.3673, 1.3673, 31.6772
Si, 6.8362, 1.3673, 31.6772
Si, 4.1018, 4.1018, 31.6772
Si, 9.5708, 4.1018, 31.6772
Si, 1.3673, 6.8362, 31.6772
Si, 6.8362, 6.8362, 31.6772
Si, 4.1018, 9.5708, 31.6772
Si, 9.5708, 9.5708, 31.6772
Si, 2.7345, 0, 0.6835
Si, 8.2035, 0, 0.6835
Si, 0, 2.7345, 0.6835
Si, 5.469, 2.7345, 0.6835
Si, 2.7345, 5.469, 0.6835
Si, 8.2035, 5.469, 0.6835
Si, 0, 8.2035, 0.6835
Si, 5.469, 8.2035, 0.6835
Si, 4.1018, 1.3673, 2.0507
Si, 9.5708, 1.3673, 2.0507
Si, 1.3673, 4.1018, 2.0507
Si, 6.8362, 4.1018, 2.0507
Si, 4.1018, 6.8362, 2.0507
Si, 9.5708, 6.8362, 2.0507
Si, 1.3673, 9.5708, 2.0507
Si, 6.8362, 9.5708, 2.0507
Si, 0, 0, 3.418
Si, 5.469, 0, 3.418
Si, 2.7345, 2.7345, 3.418
Si, 8.2035, 2.7345, 3.418
Si, 0, 5.469, 3.418
Si, 5.469, 5.469, 3.418
Si, 2.7345, 8.2035, 3.418
Si, 8.2035, 8.2035, 3.418
Si, 1.2291, 1.4936, 4.7745
Si, 6.8, 1.391, 4.8248
Si, 4.133, 4.0296, 4.7959
Si, 9.5402, 4.1113, 4.8492
Si, 1.3628, 6.8225, 4.7634
Si, 6.7943, 6.8988, 4.784
Si, 4.0767, 9.6185, 4.7707
Si, 9.6049, 9.5493, 4.7196
Si, 2.6755, 0.1354, 5.9757
Si, 8.1814, -0.0737, 6.0414
Si, -0.1664, 2.7261, 6.3782
Si, 5.4395, 2.6859, 6.3394
Si, 2.6683, 5.3703, 6.068
Si, 8.1721, 5.5336, 6.1565
Si, 0.041, 8.2266, 6.1157
Si, 5.3944, 8.2572, 6.1911
Si, 3.6771, 1.5499, 7.5702
Si, 9.6317, 0.8944, 7.6056
Si, 1.5331, 3.9099, 7.5686
Si, 6.5381, 4.4611, 7.4895
Si, 4.1906, 6.5948, 7.3295
Si, 9.3759, 7.1499, 7.4272
Si, 1.2023, 9.8861, 7.3025
Si, 7.0758, 9.3578, 7.4454
O, 9.6166, 6.7875, 24.2912
O, 4.1839, 1.364, 24.4557
O, 8.1972, 8.2136, 7.8982
O, 2.6492, 2.7731, 8.0453
O, 6.8606, 4.0294, 24.4092
O, 1.4622, 9.5202, 24.212
O, 5.362, 5.5587, 7.8529
O, 0.02, -0.0405, 7.848
O, 7.11, 4.0729, 8.9746
O, 6.7215, 10.2191, 8.8317
O, 10.1911, 6.6942, 8.7898
O, 2.0781, 9.5547, 8.652
O, 3.8979, 0.6235, 8.9457
O, 1.0569, 4.7067, 8.9465
O, 8.8848, 0.8016, 9.1084
O, 3.3739, 7.1228, 8.6463
O, 7.7811, 8.5201, 23.4736
O, 8.5372, 2.0493, 23.7705
O, 5.0906, 5.7697, 23.5337
O, 2.505, 3.2649, 23.7173
O, 10.6213, 0.4085, 23.4094
O, 0.4306, 4.9435, 23.429
O, 3.3846, 7.7937, 23.2837
O, 6.1927, 10.6587, 23.834
Si, 9.5629, 2.5353, 19.9411
Si, 5.6041, 6.6887, 19.6512
Si, 8.0209, 3.4076, 14.5651
Si, 13.3349, 3.2366, 13.3594
Si, 4.6869, 1.4355, 13.601
Si, 5.0265, 7.2139, 14.3262
Si, 4.0246, 5.4649, 12.2726
Si, 4.0152, 6.4526, 22.5206
Si, 9.6562, 10.8174, 14.3916
Si, 6.8332, 5.5332, 12.6496
Si, 7.3494, 1.916, 12.1882
Si, 3.327, 13.5095, 17.8317
Si, 7.992, 4.3782, 10.2962
Si, 9.1995, 7.8275, 14.6627
Si, 7.5561, 0.4993, 18.4858
Si, 9.7947, 5.1924, 16.2696
Si, 7.6907, 9.6764, 16.3046
Si, 2.2043, 11.3435, 12.4293
Si, 8.0099, 15.8575, 18.7907
Si, 12.4916, 13.476, 20.0704
Si, -1.6472, 1.0734, 22.7191
Si, 4.9323, 10.0298, 15.4153
Si, 2.859, 10.9395, 19.245
Si, 5.5672, 9.6596, 20.1176
Si, 10.7543, 5.4594, 9.698
Si, 7.1068, 9.8386, 22.7855
Si, 6.2935, 13.826, 17.0165
Si, -3.1069, -0.1892, 9.9268
Si, 1.7585, 4.2775, 16.096
Si, -1.6893, 9.1565, 11.9894
Si, 1.0226, 8.9226, 14.2757
Si, 3.5025, 7.6261, 10.1794
Si, 1.7501, 4.2838, 22.71
Si, 2.5578, 9.132, 16.9797
Si, 14.0025, 10.3508, 9.6892
Si, 4.0096, 6.4004, 17.0809
Si, 11.6856, -3.4878, 11.7357
O, 5.0973, 6.683, 15.8749
O, 3.7323, 2.651, 14.118
O, 6.6678, 3.1777, 15.4569
O, 3.9883, 10.1085, 20.0914
O, 4.275, 6.4333, 10.9747
O, 1.3323, 3.3738, 21.4365
O, 4.0982, 9.1667, 10.2226
O, -3.3865, -5.2237, 11.1741
O, 10.6688, -2.2824, 11.3904
O, 9.2243, 3.8129, 15.5878
O, 5.4479, 4.6916, 12.4312
O, 3.5488, 10.1716, 16.2244
O, 6.3854, 6.889, 13.4661
O, 10.3131, 9.1674, 14.7073
O, 6.0827, 9.6319, 16.4798
O, 9.8088, 6.4021, 15.1316
O, 13.7762, 4.3399, 12.1994
O, 6.74, 1.373, 17.3822
O, 1.5927, 8.6242, 15.7606
O, 1.9665, 9.9036, 18.3054
O, 14.2058, 7.7832, 17.5165
O, 4.7106, 14.0833, 17.2323
O, 8.6765, 12.3677, 19.1637
O, 5.8287, 2.0793, 12.6887
O, 8.2669, 2.1022, 13.5713
O, 2.7535, 5.4668, 22.2264
O, 8.8934, 14.9678, 19.8509
O, 2.0734, 10.9381, 10.8602
O, -3.1028, 4.7209, 13.6229
O, 10.6973, 11.8223, 14.958
O, 7.8215, 3.1177, 11.2546
O, 8.755, 7.9795, 13.0809
O, 2.7598, 14.2007, 19.2202
O, 12.4934, 4.0634, 14.4827
O, 8.2871, 10.8187, 22.2226
O, 13.0198, 7.7674, 10.921
O, 12.5747, 1.9369, 12.6815
O, 8.1621, 10.68, 15.1099
O, 4.7626, 16.875, 18.4551
O, 8.2929, 10.169, 17.739
O, 5.3052, 11.4836, 14.8045
O, 3.806, 0.3992, 12.7098
O, 7.0223, 14.8495, 18.0177
O, -1.5349, 10.5963, 12.7576
O, 9.714, 2.0153, 21.473
O, 5.7788, 8.275, 19.2761
O, 2.9403, 5.3251, 16.5135
O, -2.5735, -1.5683, 10.6469
O, 6.4807, 21.8178, 19.5619
O, 11.9587, 7.5477, 13.3666
O, 6.0894, 9.3467, 21.6245
O, 2.1497, 2.822, 16.729
O, 7.1027, 16.9299, 19.6487
O, 7.2727, 11.5607, 11.2161
O, 8.9617, 16.5479, 17.6291
O, 1.9469, 0.9306, 20.2523
O, 3.7843, -4.4887, 13.5725
O, 8.1203, 8.1694, 15.8286
O, 0.2086, 6.0029, 11.2003
O, 4.8078, 8.8337, 14.2954
O, 11.0572, 13.5361, 19.2848
O, 4.8009, 6.6471, 21.0904
O, 1.5771, 10.1773, 13.4167
O, 11.3281, 4.906, 16.706
O, 3.6066, 1.0174, 18.2088
O, 9.5524, 4.3919, 9.8616

Results
free energy: -135732.893 eV
free energy less fixed offsets of O -568.88, Si -635.61 eV per atom: 2.437 eV

Forces (eV/angstrom), in the order of the atoms: element, x, y, z
Si, 0.0741, -0.1108, -0.1019
Si, -0.0143, 0.0963, -0.1853
Si, 0.1047, -0.0414, -0.2339
Si, -0.0906, 0.0246, -0.2141
Si, -0.0702, 0.0853, -0.0836
Si, 0.0527, -0.1032, -0.074
Si, -0.0841, 0.0746, -0.0895
Si, 0.0827, -0.0838, -0.0882
Si, 0.0356, -0.0349, 0.0058
Si, -0.0015, -0.007, -0.0387
Si, 0.0237, 0.0054, -0.0303
Si, -0.0301, 0.0482, -0.0007
Si, -0.0226, 0.0357, -0.0142
Si, 0.041, -0.0405, -0.0034
Si, -0.044, 0.0354, 0.0101
Si, 0.051, -0.0248, -0.0172
Si, 0.0179, 0.0039, -0.0169
Si, -0.0398, 0.0342, 0.0031
Si, -0.0081, 0.0114, 0.0023
Si, -0.0294, -0.0033, -0.0009
Si, 0.018, -0.0238, -0.0202
Si, 0.002, -0.0005, -0.0179
Si, -0.002, -0.009, 0.0067
Si, -0.0158, 0.0081, 0.0029
Si, -0.2583, -0.2876, 0.3971
Si, 0.175, -0.1025, -0.1416
Si, 0.0256, -0.0298, -0.3044
Si, 0.3347, 0.2964, 0.6426
Si, 0.0303, 0.0171, -0.2129
Si, 0.2227, 0.0357, -0.0642
Si, -0.0025, -0.1716, 0.0602
Si, 0.1154, -0.1627, -0.2421
Si, 0.0178, 0.0188, -0.0172
Si, -0.0451, 0.0672, -0.0143
Si, -0.0156, -0.0584, 0.0054
Si, -0.0497, 0.0814, -0.0035
Si, -0.0653, 0.0301, -0.0153
Si, 0.0693, 0.02, 0.0059
Si, -0.0293, 0.0595, -0.0201
Si, -0.0054, 0.0071, -0.0157
Si, -0.0231, -0.0041, -0.0002
Si, 0.0443, -0.0637, -0.0179
Si, 0.0225, 0.0048, -0.0208
Si, 0.035, -0.0451, -0.0154
Si, 0.0893, -0.033, -0.028
Si, -0.02, -0.01, -0.008
Si, 0.0029, -0.0454, -0.0222
Si, -0.0124, 0.0251, -0.0168
Si, 0.0595, -0.0044, -0.0148
Si, -0.053, 0.0467, 0.0062
Si, -0.0235, 0.0242, 0.049
Si, -0.0442, 0.0408, 0.0395
Si, -0.088, 0.0353, 0.0008
Si, 0.0097, -0.0131, -0.0196
Si, -0.0231, 0.0064, 0.0316
Si, 0.0293, 0.022, 0.0443
Si, -0.1106, -0.1381, 0.0175
Si, -0.0105, -0.1409, -0.0131
Si, 0.1465, 0.0393, -0.0066
Si, 0.0612, 0.0622, 0.0242
Si, -0.0235, -0.0634, 0.0148
Si, -0.1266, -0.1033, 0.0039
Si, 0.0685, 0.0824, 0.0023
Si, 0.0967, 0.0426, 0.0096
Si, -0.019, 0.3203, -0.3469
Si, 0.0704, 0.1802, -0.0106
Si, -0.242, 0.1108, -0.1092
Si, -0.1174, 0.0964, 0.3577
Si, -0.2117, -0.2066, 0.1159
Si, -0.0069, -0.0815, 0.169
Si, 0.0377, 0.0165, 0.004
Si, -0.0558, -0.0461, -0.2985
Si, -0.0054, -0.0081, -0.0029
Si, 0.0043, -0.0101, 0.036
Si, -0.0145, 0.0285, 0.0245
Si, 0.0223, 0.0019, 0.0265
Si, 0.0199, 0.0043, 0.0257
Si, 0.0118, -0.0288, 0.0268
Si, 0.0384, -0.0011, 0.0271
Si, -0.0194, 0.0371, 0.0308
Si, -0.0355, 0.0285, -0.0169
Si, 0.0497, -0.0286, -0.0651
Si, -0.0163, -0.0333, 0.0253
Si, -0.0036, 0.0316, 0.0126
Si, 0.0424, -0.0362, 0.0069
Si, -0.0382, 0.0294, 0.0058
Si, -0.0349, -0.0556, -0.0331
Si, -0.0225, -0.0092, -0.0133
Si, -0.0538, 0.0319, 0.0769
Si, 0.0037, -0.0052, 0.0649
Si, 0.0472, -0.0719, 0.0084
Si, -0.0609, 0.0263, 0.0318
Si, 0.0156, -0.0876, 0.0602
Si, -0.0437, 0.0065, 0.0286
Si, -0.0165, 0.1717, 0.1376
Si, 0.0881, 0.0345, 0.099
O, -0.0078, -0.0323, 0.13
O, -0.0262, 0.0111, 0.1868
O, -0.011, -0.0007, -0.0677
O, 0.0127, -0.0048, -0.0863
O, 0.0501, -0.0367, 0.1558
O, 0.0141, 0.0243, 0.1185
O, -0.0038, 0.0178, -0.0776
O, 0.0281, -0.0541, -0.0774
O, -0.0102, 0.0109, -0.0928
O, -0.037, -0.0408, -0.0687
O, 0.0015, 0.0024, -0.0204
O, -0.0293, -0.0163, -0.0667
O, 0.0102, 0.0282, -0.0635
O, -0.0127, 0.0119, -0.026
O, 0.0034, -0.0238, -0.0385
O, 0.0214, -0.0142, -0.0602
O, -0.0158, 0.0236, 0.0545
O, 0.0147, 0.0335, 0.0826
O, -0.0209, 0.0256, 0.057
O, -0.0691, 0.0466, 0.0298
O, -0.0146, 0.0195, 0.0579
O, 0.0206, -0.0324, 0.0462
O, -0.0011, 0.0008, 0.0746
O, -0.0254, -0.0188, 0.0576
Si, 0.0416, -0.0131, -0.1143
Si, 0.0189, 0.0423, -0.0696
Si, 0.0723, -0.1176, 0.0034
Si, -0.0783, -0.1196, 0.0882
Si, -0.0294, 0.0305, -0.0066
Si, -0.0382, 0.0105, 0.0242
Si, 0.0039, -0.065, 0.0326
Si, 0.0142, -0.0183, -0.0411
Si, 0.2059, 2.3408, 0.496
Si, -0.0372, -0.1249, 0.0282
Si, 0.024, 0.0474, 0.1656
Si, -0.0883, 0.0019, -0.0487
Si, -0.0281, -0.0285, 0.1408
Si, -0.3622, -0.5007, 0.0488
Si, 0.0558, 0.0392, -0.0265
Si, 0.0021, -0.253, 0.086
Si, -0.0388, 0.3317, 0.0108
Si, 0.0057, 0.1665, 0.15
Si, -0.013, -0.0528, 0.0365
Si, -0.0433, -0.0144, -0.0494
Si, -0.0014, 0.0815, -0.0374
Si, 0.002, 0.02, -0.0453
Si, -0.0045, 0.0622, 0.0258
Si, -0.0154, 0.0114, -0.0686
Si, -0.0088, -0.011, 0.0424
Si, -0.074, 0.0065, -0.0259
Si, 0.0327, -0.0183, -0.0342
Si, 0.0178, 0.0387, 0.0418
Si, -0.0076, -0.1527, -0.0652
Si, -0.0594, 0.1942, -0.2565
Si, 0.5379, 0.1402, 0.1111
Si, -0.0126, 0.019, 0.1265
Si, 0.0288, -0.1533, -0.0502
Si, 0.0522, 0.0617, 0.0505
Si, -0.0281, 0.0072, 0.0772
Si, -0.0025, -0.0223, -0.0184
Si, 0.073, 0.0019, -0.1333
O, 0.0093, 0.005, 0.0052
O, 0.0173, 0.0049, -0.0189
O, -0.0111, 0.0109, 0.0246
O, 0.0323, -0.0226, 0.0087
O, -0.0211, 0.0391, -0.0546
O, 0.0538, 0.0864, 0.1865
O, -0.0134, -0.0291, -0.0548
O, 0.0073, 0.0127, -0.042
O, -0.0264, -0.0113, 0.0126
O, -0.0108, 0.1176, 0.0157
O, 0.003, 0.0627, -0.006
O, -0.0723, -0.0722, 0.0153
O, 0.0507, 0.0112, -0.014
O, 0.1865, -1.1309, 0.0372
O, 0.0147, -0.0296, 0.0031
O, -0.0024, 0.2988, -0.1199
O, 0.0294, 0.0568, -0.0278
O, -0.0093, -0.0088, 0.0117
O, -0.3622, 0.0872, -0.287
O, 0.0072, -0.0666, -0.0564
O, -0.0711, 0.0686, -0.0502
O, 0.0129, 0.0066, 0.0165
O, -0.0102, 0.0093, 0.0282
O, 0.0003, -0.0127, -0.0397
O, -0.1316, 0.074, -0.0927
O, -0.0064, -0.0274, 0.0377
O, -0.0094, 0.014, -0.015
O, 0.0286, -0.0348, -0.0858
O, -0.0193, 0.1002, -0.0414
O, -0.4887, -0.7047, -0.3317
O, 0.0046, 0.0087, -0.0452
O, 0.1957, 0.1003, 0.2555
O, 0.0135, -0.0106, 0.0249
O, 0.0191, 0.057, -0.0114
O, 0.0039, 0.0039, 0.0274
O, -0.0552, -0.0139, 0.0094
O, 0.0674, -0.0059, -0.0628
O, 0.2716, -0.5052, -0.1546
O, -0.0108, 0.0194, 0.0054
O, -0.037, -0.0682, -0.0329
O, -0.0078, -0.0353, 0.0226
O, -0.0424, -0.0353, -0.0168
O, 0.0036, 0.0148, 0.0158
O, 0.0348, -0.4865, 0.1136
O, -0.0244, -0.0591, 0.1503
O, -0.0051, 0.0088, 0.023
O, 0.0353, 0.0472, 0.021
O, 0.0361, -0.0255, 0.0211
O, -0.0161, -0.0169, 0.0123
O, -0.1429, 0.1671, 0.1707
O, 0.0549, 0.0045, 0.0984
O, 0.051, 0.0394, 0.039
O, -0.0087, 0.0048, 0.0002
O, -0.0057, -0.0322, -0.051
O, 0.0158, 0.0428, -0.0341
O, 0.002, 0.0154, -0.0032
O, 0.0017, 0.014, -0.0154
O, 0.3046, 0.0406, -0.136
O, -0.0076, 0.0095, -0.026
O, -0.0011, -0.0068, -0.0066
O, 0.0126, 0.0058, 0.0564
O, -0.0342, -0.0032, 0.0827
O, -0.1359, -0.2412, 0.027
O, -0.0509, 0.0697, 0.006
O, 0.0075, -0.0141, 0.0041
O, 0.0374, -0.0086, -0.0512

The program warned: the cutoff lies below the one the program advises for these potential files; the forces do not sum to zero within the program's tolerance; the exchange-correlation potential is rough where the density is thin.
